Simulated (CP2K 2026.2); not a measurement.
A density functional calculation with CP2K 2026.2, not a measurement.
Periodic cell of 508 atoms, Si352O156, from a study of silicon, its oxide and their interface. The atomic structure is a simulated model.
Doubt: the forces sum to 0.56 eV/angstrom along one axis rather than to zero, so they err by at least 0.0011 eV/angstrom per atom on average; the grid cutoff is modest.

Settings: functional PBE; method Gaussian and plane waves; basis set DZVP-MOLOPT-SR-GTH; pseudopotentials GTH-PBE; grid cutoff 350 Ry, relative cutoff 50 Ry; k points Gamma only; occupations fixed; spin none; net charge 0.

Cell vectors (angstrom)
a 15.3866 0 0
b 0 15.3866 0
c 0.2377 1.4828 39.6189

Atoms and the computed forces on them: element, x, y, z (angstrom), force x, y, z (eV/angstrom)
Si 0.374 2.193 33.312 0.008 0.246 0.672
Si 0.289 4.702 33.476 -0.009 -0.286 0.629
Si 0.238 9.285 33.67 0.06 -0.108 0.691
Si 0.344 12.414 33.428 -0.082 0.226 0.74
Si 4.219 2.279 33.622 -0.015 -0.03 0.017
Si 4.19 4.683 33.621 -0.021 -0.206 0.494
Si 4.119 9.042 34.041 0.053 0.073 0.666
Si 3.948 13.387 33.447 0.074 -0.321 0.758
Si 7.935 16.474 33.442 0.051 0.195 0.819
Si 7.865 6.287 33.572 0.086 0.125 0.704
Si 7.932 8.769 33.706 -0.012 -0.314 0.569
Si 7.744 13.339 33.658 0.047 -0.124 0.727
Si 11.815 2.301 33.259 -0.089 0.196 0.746
Si 11.711 4.827 33.424 0.005 -0.279 0.608
Si 11.827 9.355 33.665 -0.102 -0.023 0.755
Si 12.194 12.423 33.234 0.273 0.028 0.659
Si 2.22 1.621 34.754 -0.031 -0.001 -0.036
Si 2.189 5.202 34.835 -0.003 0.004 -0.05
Si 2.09 9.037 35.101 -0.005 0.037 0.018
Si 2.15 12.918 34.825 -0.016 0.039 -0.023
Si 6.095 1.616 34.862 0.025 -0.034 -0.014
Si 6.057 5.428 34.876 0.006 0.044 -0.016
Si 6.122 9.276 35.121 0.013 0.009 -0.005
Si 5.824 13.185 34.894 -0.007 -0.041 -0.02
Si 9.927 1.57 34.634 0.068 0.016 -0.034
Si 9.808 5.419 34.741 0.014 -0.038 0.002
Si 9.867 9.207 34.934 0.022 0.039 0.012
Si 9.725 13.106 34.849 -0.406 -0.056 0.448
Si 13.754 1.615 34.54 0.034 -0.011 -0.054
Si 13.701 5.248 34.707 -0.001 -0.01 -0.02
Si 13.723 9.145 34.994 -0.01 -0.018 -0.019
Si 13.839 12.892 34.785 0.014 -0.005 -0.093
Si 2.177 3.383 36.295 0.01 -0.007 0.009
Si 2.137 7.081 36.301 0.018 -0.014 0.003
Si 2.201 11.067 36.291 -0.033 -0.011 0.067
Si 2.149 14.981 36.049 -0.006 -0.012 0.038
Si 6.173 3.506 36.251 -0.044 -0.031 -0.027
Si 5.997 7.274 36.352 0.029 0.015 0.014
Si 6.026 11.27 36.291 -0.003 0.03 0.035
Si 5.953 15.087 36.237 0.061 0.017 0.063
Si 9.792 3.454 36.098 0.03 0.032 -0.033
Si 9.926 7.257 36.239 -0.014 -0.026 0.009
Si 9.865 11.177 36.216 0.002 0.036 -0.011
Si 9.922 15.07 36.124 -0.041 -0.055 0
Si 13.717 3.382 36.145 0.02 0.006 0.013
Si 13.728 7.141 36.175 -0.027 0.002 0.018
Si 13.766 11.091 36.297 -0.022 0.023 0.047
Si 13.735 14.992 35.936 -0.03 -0.008 -0.02
Si 15.609 3.407 37.58 -0.031 0.004 0.027
Si 15.599 7.16 37.61 0.002 0.037 0.025
Si 0.284 11.112 37.642 0.004 -0.018 0.002
Si 0.226 14.995 37.423 -0.011 -0.037 -0.012
Si 4.165 3.438 37.561 -0.009 -0.02 -0.021
Si 4.063 7.233 37.659 -0.001 0.045 0.012
Si 4.113 11.127 37.639 0 0.006 -0.008
Si 4.02 15.012 37.546 -0.004 -0.015 -0.022
Si 8.017 3.452 37.636 0.032 -0.015 0.041
Si 7.985 7.257 37.607 -0.016 0.009 -0.03
Si 7.968 11.216 37.607 -0.013 -0.009 0.013
Si 7.965 15.037 37.505 -0.024 0.016 0.005
Si 11.759 3.423 37.465 -0.009 -0.025 -0.019
Si 11.836 7.226 37.583 -0.002 0.043 0.022
Si 11.797 11.137 37.577 0.031 0.002 -0.006
Si 11.859 14.993 37.444 0.007 -0.029 -0.01
Si 15.619 1.472 38.891 0.013 0.005 0.004
Si 15.612 5.286 38.99 -0.002 -0.001 0.009
Si 0.257 9.143 38.931 0.016 -0.003 0.001
Si 0.251 13.096 38.887 0.002 0.019 -0.003
Si 4.092 1.524 38.931 -0.01 -0.002 0.001
Si 4.116 5.313 38.985 0.009 -0.008 -0.012
Si 4.09 9.189 38.97 0 -0.021 0.025
Si 4.082 13.089 38.929 0.011 0.011 0.001
Si 7.964 1.511 38.942 -0.004 -0.024 0.015
Si 7.99 5.364 38.988 -0.004 0.006 0.017
Si 7.955 9.229 38.913 0.001 0.008 -0.013
Si 7.977 13.136 38.931 0.01 0.014 -0.013
Si 11.803 1.507 38.853 -0.001 0.01 -0.005
Si 11.797 5.302 38.917 0.003 -0.009 0.009
Si 11.811 9.188 38.912 0.006 -0.001 0.007
Si 11.818 13.093 38.879 -0.002 -0.004 0.013
Si 1.938 15.431 11.557 -0.003 -0.01 -0.01
Si 1.946 3.851 11.549 -0.006 0.018 -0.008
Si 1.94 7.741 11.551 0 -0.013 -0.01
Si 1.942 11.538 11.549 0.003 0.009 -0.012
Si 5.8 15.44 11.553 0.001 -0.016 -0.011
Si 5.802 3.866 11.562 -0.002 0.017 -0.009
Si 5.799 7.745 11.555 -0.001 -0.01 -0.011
Si 5.793 11.531 11.545 0.001 0.009 -0.014
Si 9.64 15.434 11.577 -0.006 -0.01 -0.01
Si 9.634 3.866 11.586 -0.005 0.014 -0.005
Si 9.634 7.735 11.584 0.002 -0.009 -0.006
Si 9.639 11.527 11.569 -0.003 0.004 -0.007
Si 13.478 15.421 11.586 -0.003 -0.01 -0.006
Si 13.472 3.851 11.576 0.003 0.012 -0.003
Si 13.473 7.74 11.575 0.011 -0.007 -0.007
Si 13.479 11.539 11.576 0.01 0.006 -0.005
Si 1.945 1.951 12.952 0.001 -0.003 0.013
Si 1.951 5.795 12.858 0.006 0 0
Si 1.936 9.642 12.954 0.003 -0.002 0.013
Si 1.932 13.479 12.86 0.001 -0.004 0.007
Si 5.805 1.96 12.954 0 -0.005 0.014
Si 5.815 5.813 12.88 0.001 -0.002 0.008
Si 5.798 9.64 12.962 0.002 0.004 0.014
Si 5.794 13.48 12.839 -0.003 -0.002 -0.002
Si 9.64 1.959 12.98 -0.002 -0.006 0.013
Si 9.623 5.804 12.926 -0.004 -0.002 0.015
Si 9.63 9.632 12.992 -0.003 0.007 0.017
Si 9.651 13.474 12.872 -0.003 0.007 0.008
Si 13.477 1.945 12.981 -0.001 0.004 0.013
Si 13.455 5.797 12.892 0.002 0.003 0.01
Si 13.47 9.642 12.984 0 0 0.015
Si 13.484 13.473 12.908 0.002 0.007 0.016
Si 15.415 1.933 14.338 -0.003 0.003 -0.02
Si 15.406 5.781 14.183 0 0 -0.044
Si 15.405 9.647 14.341 -0.002 -0.005 -0.019
Si 15.421 13.464 14.245 -0.003 -0.004 -0.036
Si 3.877 1.963 14.312 -0.001 0.002 -0.013
Si 3.883 5.813 14.191 -0.008 0.001 -0.053
Si 3.865 9.647 14.315 -0.002 0.002 -0.011
Si 3.869 13.497 14.166 0.004 -0.002 -0.057
Si 7.715 1.974 14.352 0.002 -0.003 -0.019
Si 7.7 5.829 14.291 0.004 0.004 -0.029
Si 7.703 9.631 14.372 0.001 0.004 -0.013
Si 7.713 13.463 14.178 0.001 -0.004 -0.045
Si 11.557 1.949 14.369 0.003 -0.001 -0.011
Si 11.544 5.804 14.276 0.001 0.005 -0.049
Si 11.549 9.634 14.378 0.006 -0.001 -0.004
Si 11.554 13.458 14.25 0.004 -0.005 -0.053
Si 15.454 15.353 15.653 -0.006 -0.005 0.036
Si 15.418 3.915 15.613 -0.003 -0.002 0.036
Si 15.39 7.653 15.59 -0.004 0.001 0.036
Si 15.397 11.59 15.692 0.001 0.007 0.036
Si 3.891 15.368 15.581 -0.002 0.006 0.049
Si 3.9 3.939 15.599 -0.002 -0.002 0.045
Si 3.86 7.683 15.615 -0.002 0.003 0.045
Si 3.855 11.631 15.581 -0.004 -0.004 0.045
Si 7.721 15.342 15.568 0.01 0.009 0.033
Si 7.708 3.936 15.699 0.004 0.004 0.04
Si 7.68 7.706 15.754 -0.003 -0.01 0.04
Si 7.705 11.615 15.637 -0.003 0.001 0.041
Si 11.573 15.347 15.65 0.007 0 0.044
Si 11.559 3.916 15.692 -0.002 0.005 0.044
Si 11.521 7.684 15.714 0.003 -0.015 0.044
Si 11.53 11.589 15.703 0.003 0.013 0.044
Si 2.024 15.053 16.952 -0.106 0.186 -0.815
Si 1.979 4.257 16.878 -0.073 -0.164 -0.829
Si 1.926 7.354 16.887 -0.042 0.169 -0.827
Si 1.977 11.939 16.945 -0.095 -0.182 -0.827
Si 5.81 15.049 16.883 0.031 0.157 -0.817
Si 5.764 4.259 17.001 0.073 -0.184 -0.822
Si 5.707 7.389 17.036 0.107 0.208 -0.802
Si 5.758 11.952 16.898 0.065 -0.174 -0.83
Si 9.616 15.015 16.899 0.033 0.106 -0.818
Si 9.638 4.272 17.011 -0.032 -0.154 -0.851
Si 9.609 7.406 17.092 -0.027 0.219 -0.813
Si 9.591 11.907 17.016 0.006 -0.211 -0.816
Si 13.517 15.015 16.932 0.015 0.134 -0.835
Si 13.518 4.229 16.957 -0.003 -0.179 -0.84
Si 13.494 7.338 16.934 -0.015 0.155 -0.847
Si 13.456 11.899 17.012 0.061 -0.196 -0.824
Si 1.772 1.979 19.054 -0.006 -0.055 -0.229
Si 3.743 9.696 21.363 0.046 0.087 -0.205
Si 1.63 9.645 19.053 -0.022 0.024 -0.267
Si 4.067 8.424 23.843 -0.029 -0.045 0.028
Si 10.186 4.082 23.643 0.09 -0.02 -0.121
Si 6.118 1.934 19.095 0.034 0.045 -0.271
Si 0.638 1.924 27.65 0.082 -0.095 0.089
Si 11.266 14.538 25.97 0.019 0.073 0.116
Si 9.241 1.934 19.072 -0.158 0.026 -0.242
Si 10.056 9.713 22.281 -0.033 0.012 -0.143
Si 9.115 9.679 19.242 -0.053 -0.029 -0.275
Si 9.111 14.901 23.738 0.032 -0.148 0.029
Si 14.008 1.923 19.049 0.134 0.029 -0.316
Si 13.875 9.613 19.116 0.091 0.057 -0.248
Si 4.847 3.186 23.87 0.01 -0.114 -0.016
Si 10.251 1.589 21.943 0.002 0.057 -0.111
Si 2.899 1.935 25.711 0.067 -0.095 -0.062
Si 13.116 9.566 22.104 -0.053 -0.057 -0.094
Si 1.383 16.376 30.508 -0.134 -0.045 0.393
Si 2.577 10.803 23.855 -0.017 -0.029 -0.149
Si 6.902 1.293 25.212 -0.058 0.097 -0.003
Si 5.443 5.946 24.75 0.001 0.084 0.068
Si 6.334 10.09 25.194 0.036 -0.039 0.106
Si 2.228 10.863 29.257 -0.065 0.121 0.166
Si 13.283 1.627 22.022 0.061 0.008 -0.084
Si 7.323 10.934 31.572 0.037 -0.045 0.243
Si 5.954 9.711 19.14 0.005 -0.083 -0.197
Si 11.554 1.793 27.364 0.057 -0.04 0.101
Si 15.149 14.741 23.195 0.04 0.045 0.067
Si 10.12 7.043 23.801 0.037 0.067 -0.108
Si 14.893 11.688 23.513 0.045 0.019 0.089
Si 8.51 11.892 24.085 0.019 -0.021 -0.038
Si 11.38 16.358 30.358 0.018 0.04 0.313
Si 13.763 3.833 26.71 0.012 0.092 0.04
Si 14.022 6.97 26.871 0.024 0.007 0.103
Si 9.44 12.488 27.004 -0.09 0.104 0.11
Si 13.531 12.446 26.178 -0.041 -0.011 0.051
Si 4.095 16.098 31.923 0.069 0.47 0.488
Si 0.25 14.523 26.218 0.047 0.015 -0.069
Si 4.928 10.667 27.97 -0.04 -0.15 0.091
Si 3.974 6.942 31.932 0.063 -0.274 -0.104
Si 9.027 3.053 26.376 -0.001 -0.083 0.039
Si 13.366 4.091 23.733 -0.06 -0.011 -0.035
Si 8.352 6.791 30.687 -0.086 0.005 0.187
Si 2.675 15.391 23.287 -0.028 0.092 -0.019
Si 3.912 1.841 21.326 -0.006 0.013 -0.321
Si 5.697 7.94 29.506 0.119 -0.014 0.221
Si 11.787 11.254 28.389 0.198 0.054 0.096
Si 0.494 13.351 30.363 0.052 -0.193 0.255
Si 13.273 7.047 23.867 -0.039 0.028 -0.008
Si 7.15 12.382 29.097 0.113 -0.108 0.188
Si 0.214 8.363 28.962 0.07 0.081 0.085
Si 4.801 15.182 26.951 0 0.028 0.067
Si 6.181 15.176 29.766 -0.034 -0.003 0.135
Si 0.841 7.037 31.6 -0.112 -0.096 0.145
Si 4.197 11.021 31.69 0.064 0.175 0.048
Si 8.391 1.687 30.483 -0.02 -0.052 0.222
Si 6.238 5.846 27.556 0.081 0.03 0.029
Si 11.289 7.167 31.434 -0.032 -0.123 0.221
Si 3.113 13.35 25.402 -0.073 0.028 -0.009
Si 12.805 13.474 30.338 0.071 0.007 0.201
Si 8.312 4.395 28.884 -0.088 -0.069 0.236
Si 12.681 8.451 29.025 0.058 -0.072 0.116
Si 7.799 7.475 25.626 -0.105 0.009 0.035
Si 1.92 0.029 0.656 -0.003 0.016 0.002
Si 1.937 3.839 0.698 -0.015 -0.005 0.009
Si 1.927 7.703 0.694 0.009 0.005 0.001
Si 1.923 11.596 0.664 -0.005 -0.002 -0.008
Si 5.787 15.404 0.67 0.009 0.005 0.003
Si 5.809 3.861 0.704 0.009 -0.013 0.004
Si 5.801 7.714 0.673 -0.031 -0.002 -0.001
Si 5.792 11.604 0.654 -0.005 -0.011 -0.008
Si 9.666 15.399 0.652 -0.015 0.004 0
Si 9.669 3.864 0.703 0.003 -0.008 0.006
Si 9.644 7.723 0.656 0.015 -0.003 -0.014
Si 9.668 11.611 0.655 -0.002 0.002 -0.001
Si 13.466 15.402 0.641 -0.001 0.021 0.008
Si 13.453 3.832 0.702 0.006 -0.004 0.012
Si 13.484 7.708 0.67 -0.011 -0.008 -0.008
Si 13.487 11.586 0.645 -0.008 0 -0.007
Si 1.929 1.926 2.055 -0.008 0 0.007
Si 1.942 5.776 2.044 0.01 0.004 0.007
Si 1.925 9.655 2.019 -0.01 -0.004 0.005
Si 1.939 13.504 2.035 0.004 -0.001 0
Si 5.795 1.933 2.048 -0.01 -0.006 0.002
Si 5.799 5.796 2.044 0.007 0 0.01
Si 5.792 9.66 2.008 0.006 0.003 -0.009
Si 5.79 13.497 2.044 0.008 0.008 0.006
Si 9.651 1.928 2.038 0.008 0.001 0.004
Si 9.65 5.806 2.034 -0.001 -0.011 0.001
Si 9.649 9.661 2.002 0.005 0.014 -0.01
Si 9.656 13.503 2.042 0.004 -0.003 0.01
Si 13.474 1.913 2.048 -0.004 0.007 0.01
Si 13.473 5.782 2.032 -0.005 -0.01 -0.001
Si 13.486 9.65 2.009 0.01 0.008 0
Si 13.475 13.494 2.023 -0.004 -0.002 0.003
Si 15.395 1.934 3.413 -0.003 0.013 0.003
Si 15.399 5.784 3.393 -0.002 -0.004 -0.004
Si 15.398 9.647 3.391 0 0.008 0.002
Si 15.398 13.495 3.389 -0.002 0.014 0.004
Si 3.865 1.937 3.404 -0.004 -0.005 -0.003
Si 3.869 5.792 3.397 -0.003 -0.009 0.001
Si 3.863 9.65 3.374 -0.011 0.006 -0.001
Si 3.862 13.494 3.398 0.002 0.004 -0.004
Si 7.724 1.936 3.4 0.005 -0.015 -0.001
Si 7.725 5.796 3.394 0.002 -0.013 -0.005
Si 7.72 9.654 3.37 0.003 -0.003 -0.006
Si 7.721 13.494 3.392 0.004 -0.002 -0.003
Si 11.559 1.932 3.414 0.006 -0.016 0
Si 11.563 5.8 3.402 0.002 0.016 0
Si 11.564 9.649 3.378 0.01 -0.003 0.005
Si 11.569 13.491 3.404 -0.003 0.009 0.005
Si 15.401 15.401 4.773 -0.001 -0.001 0.002
Si 15.4 3.868 4.763 -0.003 -0.003 -0.004
Si 15.402 7.715 4.747 -0.002 -0.008 -0.008
Si 15.401 11.571 4.752 -0.003 0.006 -0.001
Si 3.867 15.407 4.77 0.004 -0.002 0.003
Si 3.867 3.869 4.759 0.001 0.001 0
Si 3.866 7.725 4.744 -0.003 -0.012 -0.005
Si 3.864 11.566 4.751 0.001 0.013 -0.001
Si 7.719 15.406 4.766 0 -0.009 -0.001
Si 7.721 3.87 4.754 0.002 0.006 -0.004
Si 7.72 7.728 4.741 0.003 -0.011 -0.005
Si 7.719 11.568 4.748 0.003 0.021 0
Si 11.563 15.402 4.776 -0.002 -0.004 0.003
Si 11.56 3.872 4.758 -0.003 -0.003 -0.007
Si 11.564 7.727 4.75 0.002 -0.012 -0.003
Si 11.564 11.564 4.754 0 0.018 -0.002
Si 1.941 15.405 6.129 -0.003 0.004 0.003
Si 1.941 3.873 6.12 -0.005 0.002 0.001
Si 1.941 7.714 6.108 -0.006 0.008 0.001
Si 1.94 11.57 6.114 -0.002 -0.006 0.002
Si 5.794 15.406 6.125 0.003 0.005 0.001
Si 5.795 3.874 6.115 -0.003 -0.013 0.002
Si 5.794 7.719 6.103 0 0.011 0
Si 5.793 11.57 6.109 0.001 -0.012 0
Si 9.639 15.403 6.131 0.005 0 0.005
Si 9.64 3.875 6.12 0.006 -0.01 0.002
Si 9.639 7.719 6.109 0.009 0.012 0.005
Si 9.64 11.569 6.114 0.005 -0.015 0.003
Si 13.482 15.404 6.137 -0.009 0.006 0.007
Si 13.479 3.874 6.125 0 0.004 0.003
Si 13.483 7.715 6.115 -0.001 0.009 0.005
Si 13.482 11.569 6.12 -0.004 -0.007 0.004
Si 1.94 1.95 7.479 0.002 -0.001 0.002
Si 1.941 5.797 7.485 0.002 -0.002 -0.001
Si 1.938 9.639 7.464 -0.002 -0.002 -0.002
Si 1.941 13.484 7.495 0.002 0.004 0.004
Si 5.796 1.95 7.474 0.004 -0.008 0.001
Si 5.794 5.8 7.479 0.001 -0.003 -0.001
Si 5.794 9.641 7.461 0 0.002 -0.001
Si 5.794 13.484 7.489 0.002 0.005 0.002
Si 9.641 1.949 7.476 -0.003 -0.008 -0.003
Si 9.64 5.799 7.483 -0.002 -0.002 -0.001
Si 9.641 9.642 7.466 -0.006 0.007 -0.002
Si 9.64 13.482 7.494 -0.004 0.007 0.001
Si 13.479 1.95 7.482 0.001 0 -0.001
Si 13.478 5.797 7.489 -0.002 -0.001 -0.002
Si 13.482 9.639 7.47 0.006 -0.001 -0.002
Si 13.479 13.483 7.499 0 0.005 0.004
Si 15.401 1.95 8.837 -0.01 0.006 -0.002
Si 15.402 5.796 8.853 -0.003 0.004 0.001
Si 15.402 9.638 8.826 -0.002 0.001 -0.003
Si 15.403 13.485 8.861 -0.004 -0.006 0.004
Si 3.87 1.95 8.828 0.001 0.003 -0.002
Si 3.87 5.798 8.845 -0.005 0.004 0.001
Si 3.867 9.638 8.814 0.001 0.001 -0.005
Si 3.869 13.486 8.853 0.003 -0.006 0.002
Si 7.72 1.952 8.831 0.002 0.001 -0.003
Si 7.718 5.799 8.849 0.003 0.003 0.002
Si 7.719 9.639 8.819 0.008 0.001 -0.004
Si 7.718 13.485 8.856 0.003 -0.008 0
Si 11.558 1.949 8.842 -0.004 0.001 -0.005
Si 11.557 5.797 8.859 0.007 0.003 0.002
Si 11.56 9.637 8.829 0.003 -0.001 -0.006
Si 11.557 13.484 8.866 -0.004 -0.005 0.002
Si 15.396 15.425 10.209 0.003 -0.002 0
Si 15.397 3.862 10.208 0.004 0.003 -0.002
Si 15.396 7.731 10.204 0 0.001 -0.002
Si 15.398 11.544 10.203 0.002 0.001 0
Si 3.868 15.427 10.201 0.003 -0.006 0
Si 3.876 3.863 10.198 0.001 -0.002 -0.002
Si 3.87 7.734 10.196 0.001 0 -0.005
Si 3.866 11.542 10.19 0.002 -0.002 -0.003
Si 7.724 15.427 10.2 0.001 -0.003 -0.001
Si 7.723 3.865 10.203 0 -0.005 -0.002
Si 7.723 7.735 10.2 -0.004 0.003 -0.003
Si 7.721 11.543 10.197 -0.005 0.003 -0.001
Si 11.561 15.424 10.215 -0.004 -0.003 0.002
Si 11.552 3.862 10.213 -0.001 0.003 -0.001
Si 11.553 7.732 10.212 -0.002 -0.001 -0.001
Si 11.56 11.542 10.209 -0.003 0.006 0
O 10.799 13.164 33.591 -0.111 0.151 -0.234
O 2.183 16.015 18.261 0.154 -0.139 0.287
O 1.989 13.496 17.476 -0.039 -0.101 0.442
O 2.078 3.287 18.171 0.194 0.074 0.19
O 1.947 5.804 17.427 0.08 -0.11 0.488
O 13.511 5.787 17.478 0.141 -0.013 0.464
O 1.932 8.324 18.185 0.085 -0.092 0.357
O 15.453 9.723 19.4 -0.021 0.004 0.196
O 11.769 3.964 23.906 -0.025 -0.023 0.303
O 5.819 16.038 18.167 -0.025 0.059 0.156
O 5.435 10.551 26.45 0.027 0.271 -0.271
O 5.707 3.293 18.314 -0.214 0.058 0.351
O 5.735 5.818 17.53 0.145 -0.109 0.32
O 5.555 8.341 18.36 -0.143 -0.064 0.394
O 7.945 9.607 32.268 0.327 -0.15 -0.42
O 5.778 13.504 17.437 -0.146 -0.095 0.41
O 9.529 16.042 18.143 -0.103 0.182 0.19
O 9.609 13.481 17.495 -0.175 0.005 0.677
O 9.641 3.301 18.314 0.2 0.117 0.391
O 9.63 5.826 17.558 -0.017 -0.027 0.372
O 9.59 8.345 18.435 0.248 -0.012 0.27
O 9.523 10.974 18.353 0.075 -0.046 0.319
O 8.53 13.404 23.479 -0.322 0.03 -0.21
O 13.563 16.01 18.21 -0.327 -0.111 0.448
O 10.181 13.935 27.026 -0.389 0.162 0.437
O 13.58 3.268 18.267 -0.09 0.003 0.393
O 3.657 16.288 26.694 -0.066 0.208 0.08
O 13.55 8.312 18.226 -0.351 -0.207 0.313
O 14.123 10.749 22.476 0.261 0.19 -0.48
O 4.193 6.947 24.476 -0.609 -0.137 0.14
O 13.491 13.47 17.5 0.097 0.064 0.606
O 2.776 9.267 24.381 -0.222 -0.091 0.541
O 7.497 6.755 27.048 0.599 -0.097 0.137
O 3.39 14.159 24.03 0.517 -0.34 -0.194
O 7.556 2.407 26.193 -0.278 0.28 0.335
O 9.813 9.781 20.684 0.118 -0.04 0.155
O 4.697 7.712 30.741 0.058 0.495 -0.192
O 1.271 9.59 28.946 0.119 -0.018 -0.035
O 9.3 11.972 25.488 0.31 -0.119 -0.026
O 9.664 8.222 22.789 -0.486 -0.315 -0.076
O 3.319 10.95 28.043 -0.036 0.267 -0.538
O 0.199 1.912 19.354 0.03 0.118 0.629
O 4.259 13.726 26.481 0.272 -0.416 0.523
O 11.625 9.941 22.593 0.009 0.223 0.518
O 13.851 5.381 27.189 -0.206 -0.105 0.587
O 9.324 7.233 25.195 0.222 0.094 0.354
O 14.76 2.91 27.571 0.105 0.083 0.176
O 3.155 10.585 30.556 0.078 -0.431 -0.01
O 15.491 8.211 32.442 -0.315 0.054 -0.245
O 14.787 13.193 22.938 -0.318 -0.064 -0.384
O 0.638 7.217 30.02 -0.096 -0.578 -0.333
O 2.361 1.148 24.398 -0.243 0.413 -0.206
O 5.387 9.305 24.161 0.122 -0.043 -0.393
O 5.305 6.777 28.467 -0.63 -0.036 -0.362
O 6.817 6.774 24.537 0.138 0.003 -0.47
O 1.109 14.826 30.143 0.262 -0.168 -0.567
O 14.113 3.804 25.135 0.414 -0.142 -0.137
O 9.692 2.967 22.588 -0.321 0.244 -0.053
O 5.686 10.986 18.195 -0.284 0.078 0.387
O 9.212 10.857 23.054 -0.279 0.178 0.123
O 11.701 1.747 28.976 0.429 0.6 -0.155
O 9.814 5.583 23.156 -0.549 -0.152 -0.484
O 3.413 10.884 22.442 0.031 0.581 -0.034
O 7.854 11.282 30.076 0.625 -0.104 -0.236
O 11.687 7.122 24.152 -0.073 0.285 0.132
O 3.754 10.246 33.014 -0.261 0.054 0.104
O 14.345 13.409 29.855 0.128 0.208 -0.674
O 5.244 1.786 20.431 0.3 -0.021 0.252
O 12.962 11.408 27.278 0.442 -0.342 0.005
O 9.709 7.502 31.225 -0.25 0.377 0.231
O 3.615 14.901 32.932 -0.22 0.311 0.067
O 4.258 5.353 32.091 0.153 -0.259 -0.517
O 7.701 5.988 31.951 -0.079 -0.411 -0.212
O 9.433 3.783 25.02 -0.082 0.09 -0.024
O 13.09 9.424 20.499 -0.243 -0.316 0.169
O 3.157 11.794 24.995 0.009 -0.237 0.488
O 4.086 2.968 22.465 -0.426 0.585 -0.173
O 2.615 2.127 20.411 -0.35 0.3 0.556
O 7.239 7.786 30.032 0.246 0.432 -0.258
O 7.3 16.319 29.572 -0.184 0.221 -0.407
O 11.877 1.779 31.687 0.491 0.086 -0.305
O 0.321 15.786 27.208 0.047 -0.004 0.135
O 14.04 7.241 25.281 0.302 0.326 -0.148
O 9.769 16.224 30.481 -0.19 -0.505 -0.212
O 10.178 1.777 20.354 0.588 0.092 -0.09
O 6.945 13.76 29.915 0.072 0.085 0.611
O 0.517 1.535 31.789 -0.017 -0.175 -0.412
O 12.307 3.143 26.891 -0.356 0.263 -0.247
O 12.079 7.36 30.049 -0.072 -0.306 -0.5
O 1.097 1.887 29.2 0.158 0.335 0.047
O 7.885 1.877 32.014 -0.188 0.556 -0.023
O 14.193 11.605 24.971 -0.202 -0.292 0.287
O 0.513 13.109 31.967 0.268 0.112 -0.131
O 13.686 5.604 23.246 0.263 -0.038 -0.499
O 5.668 11.914 28.672 -0.463 0.457 0.264
O 11.565 5.66 31.993 0.007 -0.269 -0.643
O 13.878 2.972 22.695 0.704 0.263 0.075
O 0.313 10.808 33.067 -0.097 -0.008 -0.234
O 11.866 8.224 32.505 0.283 -0.138 -0.267
O 7.68 1.982 19.482 -0.011 0.148 0.311
O 4.49 7.633 33.292 0.223 -0.135 0.148
O 2.075 10.975 18.251 0.252 -0.013 0.173
O 4.079 12.594 32.02 -0.003 0.187 -0.381
O 1.035 11.189 23.615 -0.058 0.027 -0.123
O 7.866 14.87 33.057 0.088 0.052 -0.461
O 7.522 9.638 19.49 0.042 -0.143 0.2
O 10.48 14.893 24.607 0.306 0.098 -0.25
O 10.329 11.388 27.749 -0.143 -0.583 -0.249
O 7.661 12.227 32.473 -0.079 0.093 -0.076
O 5.391 5.383 26.272 -0.507 -0.486 0.032
O 1.681 13.797 26.01 0.061 -0.148 0.051
O 5.175 15.138 28.512 -0.316 0.027 0.027
O 8.571 3.159 29.871 0.023 0.266 -0.161
O 8.854 5.728 29.595 0.499 -0.03 -0.446
O 1.34 12.208 29.545 0.064 0.133 -0.194
O 11.916 10.839 32.978 -0.12 -0.109 -0.285
O 5.375 15.533 31.119 0.475 -0.189 0.027
O 6.079 15.611 26.084 0.103 -0.433 -0.209
O 5.735 10.664 31.401 0.042 -0.289 0.012
O 14.169 8.933 29.456 0.034 0.543 0.428
O 12.779 13.043 31.88 0.109 0.357 -0.139
O 15.072 15.033 24.786 -0.206 0.373 0.143
O 7.491 9.064 25.704 0.57 0.418 0.31
O 13.394 10.954 18.342 -0.301 -0.008 0.248
O 14.646 13.412 26.843 0.006 -0.129 0.655
O 1.259 14.984 22.638 -0.053 -0.249 -0.631
O 3.946 8.334 22.226 0.118 -0.589 -0.303
O 12.052 15.795 26.652 0.333 -0.204 0.231
O 11.948 12.423 29.483 -0.218 -0.048 0.047
O 5.385 9.34 28.787 0.11 0.211 0.05
O 5.071 9.927 20.472 0.239 0.086 0.357
O 8.023 12.608 27.762 -0.124 -0.013 -0.489
O 11.759 1.371 22.466 -0.016 -0.497 0.215
O 15.376 7.61 27.534 0.511 -0.071 -0.136
O 2.461 9.547 20.411 -0.322 0.023 0.411
O 12.135 14.937 30.248 0.106 0.024 -0.051
O 6.754 4.613 28.472 -0.491 -0.364 -0.034
O 8.042 15.826 24.492 -0.107 -0.043 -0.097
O 14.149 15.719 22.416 -0.018 -0.227 0.082
O 13.244 1.863 20.441 -0.441 0.176 -0.016
O 7.017 11.349 24.432 -0.473 0.26 -0.16
O 2.953 16.5 30.859 0.101 0.288 -0.466
O 12.337 13.381 25.614 -0.044 -0.188 -0.422
O 5.449 4.674 23.778 0.141 -0.105 -0.549
O 0.337 5.566 32.061 0.071 -0.202 -0.651
O 3.837 3.116 25.142 -0.108 0.432 0.389
O 11.79 9.783 29.038 -0.314 0.153 0.416
O 12.776 7.752 27.567 -0.475 0.087 -0.401
O 10.019 1.877 26.857 -0.415 -0.615 -0.094
O 9.103 4.187 27.51 0.467 0.428 -0.244
O 5.979 2.046 24.108 -0.064 -0.291 -0.222
O 1.722 2.547 26.618 -0.141 0.452 -0.265
O 2.405 7.207 31.881 0.074 -0.043 -0.018
O 3.677 15.838 22.112 0.292 -0.439 -0.132
O 9.414 15.652 22.339 -0.174 -0.373 -0.263
O 13.641 8.204 22.806 0.466 -0.142 -0.197

Results
total energy: -106056.350 eV
total energy less fixed offsets of O -438.35, Si -107.03 eV per atom: 0.810 eV
